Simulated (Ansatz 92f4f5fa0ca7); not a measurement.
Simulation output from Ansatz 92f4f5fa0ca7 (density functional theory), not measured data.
Periodic cell of 186 atoms, Si104O82, from a study of silicon, its oxide and their interface. The atomic structure is a simulated model.

Settings: functional r2SCAN; potential files Ansatz norm-conserving; basis plane waves; wave-function cutoff 1300 eV; density cutoff ratio 4; exchange-correlation grid ratio 1; k mesh 2 x 2 x 1, shifted by 0.5 0.5 0.5 of a step; self-consistency stop 5e-08 eV per atom in the density residual; occupations Fermi-Dirac, 0.05 eV; spin none; net charge 0.

Cell vectors (angstrom)
a  11.5403  0  0
b  0  11.5403  0
c  4.1232  3.7181  25.1524

Atoms: element, x, y, z (angstrom)
Si  1.6035  0.5005  0.6353
Si  2.0286  5.8778  0.74
Si  1.6975  8.9559  1.142
Si  5.6557  0.7991  0.6932
Si  6.1174  4.8962  0.6512
Si  5.3184  9.1548  0.6972
Si  9.2439  0.6135  0.7604
Si  9.475  5.9587  0.6309
Si  9.3621  9.045  1.0538
Si  3.6029  1.2356  1.8398
Si  3.9604  5.2376  1.9635
Si  3.6603  8.9666  2.3476
Si  7.4556  1.1425  2.2075
Si  7.7523  5.3128  2.2084
Si  7.3363  8.9096  2.1599
Si  11.2785  1.1207  1.9558
Si  11.478  5.2555  1.8159
Si  11.2775  8.9744  2.3866
Si  3.7033  3.2164  3.2189
Si  3.8366  6.9907  3.5394
Si  3.6704  11.0048  3.4646
Si  7.6368  3.1943  3.3864
Si  7.5262  7.0983  3.6092
Si  7.4462  10.8302  3.5748
Si  11.3824  3.2184  3.1952
Si  11.3871  6.9442  3.5051
Si  11.2973  10.9588  3.5601
Si  1.7768  3.217  4.6218
Si  1.8276  6.9778  4.8105
Si  1.7437  10.9624  4.82
Si  5.6245  3.154  4.6871
Si  5.6576  6.9964  4.9783
Si  5.543  10.9801  4.9107
Si  9.5374  3.1654  4.7531
Si  9.4722  7.0121  4.8992
Si  9.3918  10.9142  4.9145
Si  1.7474  1.364  6.1414
Si  1.8308  5.0459  6.1625
Si  1.7701  8.9753  6.0599
Si  5.5795  1.356  6.2584
Si  5.6566  4.9834  6.1872
Si  5.62  9.0114  6.1285
Si  9.5351  1.3123  6.2568
Si  9.4035  5.0392  6.2006
Si  9.4537  8.9682  6.1867
Si  3.5803  1.344  7.6122
Si  3.7819  5.0303  7.5883
Si  3.6926  9.006  7.3985
Si  7.5755  1.3404  7.5759
Si  7.4811  4.9761  7.6647
Si  7.4954  8.9557  7.5232
Si  11.493  1.3737  7.6687
Si  11.3808  5.0187  7.4514
Si  11.4243  9.0185  7.4615
Si  3.6676  3.19  9.1314
Si  3.775  7.1207  8.7083
Si  3.6598  10.8304  8.8373
Si  7.5581  3.0732  9.1679
Si  7.3756  7.0202  8.8629
Si  7.5284  10.9172  8.8373
Si  11.4526  3.3466  9.0883
Si  11.3556  6.995  8.6133
Si  11.5109  10.8893  8.9378
Si  1.7865  4.0689  10.4178
Si  1.7645  7.1353  9.8009
Si  1.8721  10.1927  10.2731
Si  5.5684  2.5396  10.4203
Si  5.494  7.5727  10.2951
Si  5.5919  10.8386  10.1322
Si  9.5814  3.1211  10.5195
Si  9.4345  7.2805  9.9162
Si  9.4905  10.5043  10.095
Si  9.7777  -0.0605  17.7856
Si  11.8872  8.7018  23.4573
Si  8.5966  7.6939  17.9717
Si  2.3963  2.0406  14.8984
Si  5.7732  5.1092  12.3114
Si  4.0349  4.5834  14.7833
Si  8.9289  5.542  12.3578
Si  1.5218  11.2277  13.1565
Si  7.6812  3.061  17.3569
Si  1.4522  4.2911  13.4721
Si  7.8255  4.1052  21.6869
Si  9.3559  11.317  15.0819
Si  4.7612  4.3412  17.633
Si  0.2223  9.1443  15.0124
Si  5.9543  0.704  17.3527
Si  9.7419  3.6671  19.557
Si  6.165  11.0236  21.5919
Si  11.4376  6.0989  24.3878
Si  10.4402  1.0298  20.4746
Si  4.4659  1.2511  19.8762
Si  -0.7468  6.1745  14.4901
Si  10.0994  12.0991  12.4234
Si  3.3085  1.6159  17.455
Si  7.4838  9.9295  16.7185
Si  5.6875  5.6261  22.9304
Si  8.4148  12.8167  22.8625
Si  9.6751  5.0325  17.0833
Si  6.3941  8.5302  22.9965
Si  8.2257  9.0944  20.6896
Si  11.4671  9.1136  17.889
Si  5.0483  4.1313  20.5095
Si  11.4028  9.8441  20.6573
O  1.2785  1.3266  -0.7468
O  1.6832  -1.1432  0.238
O  9.5722  12.3836  21.817
O  2.5291  5.0249  -0.5785
O  7.1967  10.3615  20.4881
O  6.1282  1.2606  -0.8564
O  1.7925  7.4961  0.2969
O  6.4736  5.593  -0.8416
O  8.1628  14.4127  22.6937
O  5.5183  -0.7999  0.461
O  6.6398  3.3156  0.4371
O  9.732  0.728  16.367
O  8.7715  1.6619  -0.4659
O  11.6352  11.4689  20.5426
O  9.1092  5.1493  -0.7707
O  9.3414  10.5413  0.2237
O  12.1072  9.4103  22.035
O  12.0645  8.9798  19.4133
O  1.8235  5.7274  10.6921
O  2.2066  10.8759  11.7379
O  7.362  5.2874  12.2797
O  4.8116  11.7145  21.0204
O  1.7154  8.5656  10.6719
O  5.4208  3.6506  11.6472
O  5.2108  6.4227  11.4896
O  8.5728  10.4104  17.822
O  1.3302  9.8767  14.0692
O  5.5815  9.2138  10.801
O  5.5611  0.8843  10.8931
O  9.5108  8.8875  10.0577
O  9.3086  5.9349  13.8861
O  10.477  10.1364  14.9966
O  -0.2372  7.7097  14.4085
O  9.8298  13.2467  11.3245
O  3.7719  2.9496  14.8114
O  7.9436  10.5078  15.2665
O  3.654  3.1655  17.7516
O  11.6613  11.9748  12.8147
O  3.1736  0.8823  18.9168
O  9.5369  10.753  11.719
O  10.7397  5.649  16.0292
O  1.1747  3.0287  14.4726
O  9.1331  4.5296  20.8107
O  10.1402  8.1836  17.7714
O  4.2357  2.7213  20.5156
O  0.7995  8.8405  16.5305
O  4.6645  4.9928  21.828
O  4.7515  4.9977  19.1385
O  1.7094  3.6068  12.0134
O  6.1028  10.6359  17.1522
O  8.7759  3.8326  16.4081
O  2.4844  12.2801  13.9405
O  6.6196  3.7296  20.6523
O  9.5669  0.7267  19.1476
O  0.2012  5.2878  13.5292
O  10.8044  2.6031  20.2314
O  8.597  6.1148  17.6521
O  4.5534  0.9954  16.6043
O  4.2949  5.1719  16.2958
O  11.1799  10.7052  17.8091
O  9.4245  6.8027  11.4791
O  9.6383  4.2203  11.741
O  7.238  1.5695  16.8287
O  8.0708  8.0131  19.4805
O  5.5549  9.8103  22.4741
O  2.0583  1.542  16.4309
O  7.2623  5.341  22.5727
O  7.5395  8.3209  16.8726
O  7.0234  12.0648  22.493
O  11.6357  7.1122  23.1425
O  9.268  12.2906  13.7992
O  5.4698  7.2191  22.8554
O  2.6968  5.178  14.0684
O  10.5138  4.5303  18.4077
O  9.4818  7.5932  0.186
O  6.2862  3.8822  17.3742
O  8.9357  12.366  24.3435
O  7.7772  8.4121  22.1149
O  5.7801  1.2018  18.8978
O  8.4343  3.022  18.8005
O  5.285  5.0259  13.8588
O  9.7884  9.5524  20.7273

Results
free energy: -50297.991 eV
free energy less fixed offsets of O -463.61, Si -117.95 eV per atom: -15.171 eV
pressure: -1.66 GPa
stress xx, yy, zz, yz, xz, xy (GPa, positive in tension): 0.73, 2.6, 1.64, -0.03, -0.02, 0.14

Forces (eV/angstrom), in the order of the atoms: element, x, y, z
Si  -0.031  -0.1644  -0.3019
Si  0.0919  0.2471  -0.3937
Si  -0.2092  0.0652  -0.7658
Si  -0.084  -0.326  -0.1347
Si  0.1047  0.1275  -0.0559
Si  -0.2504  0.3627  -0.1373
Si  -0.254  -0.0785  -0.2323
Si  0.0602  0.1264  -0.3566
Si  0.2391  0.1027  -0.6841
Si  0.0784  -0.1366  -0.2661
Si  0.0005  0.0275  -0.3321
Si  0.1226  -0.0226  -0.3064
Si  0.1401  -0.2868  -0.1377
Si  0.236  -0.1116  -0.1277
Si  -0.1741  0.0703  -0.2815
Si  -0.1536  -0.0865  -0.1862
Si  -0.0751  0.2307  -0.1686
Si  0.0201  0.0586  -0.3002
Si  0.0004  -0.1589  0.0113
Si  0.1021  -0.1931  0.1887
Si  0.1843  0.2555  0.1652
Si  -0.0223  -0.075  0.0251
Si  -0.0579  -0.0656  0.0686
Si  -0.2488  0.2621  0.1125
Si  0.0015  0.0068  -0.1541
Si  0.0251  -0.1298  0.197
Si  0.0445  0.0276  0.3299
Si  0.1101  0.0766  0.1151
Si  -0.0741  -0.1331  -0.0781
Si  -0.1303  0.0853  -0.0881
Si  -0.0065  0.0954  -0.05
Si  0.0133  0.0841  -0.0977
Si  0.0539  -0.1225  -0.275
Si  -0.1221  0.0178  0.0356
Si  0.0996  -0.0392  0.0177
Si  0.1067  -0.1003  -0.0687
Si  0.1024  -0.0152  -0.0774
Si  -0.0722  -0.101  0.0018
Si  0.0665  0.0738  0.1165
Si  0.076  0.0861  0.1131
Si  -0.1871  -0.0191  -0.0156
Si  -0.077  -0.0221  0.2924
Si  -0.0862  0.0779  0.0419
Si  0.0109  -0.042  0.0315
Si  0.1048  0.0759  0.293
Si  -0.0396  0.0567  0.0588
Si  0.0373  -0.0541  -0.0314
Si  0.0764  -0.0185  -0.305
Si  -0.0185  0.0525  -0.0947
Si  0.0543  -0.0592  0.1115
Si  0.1097  0.1046  -0.2092
Si  -0.0483  -0.082  0.1564
Si  0.0524  0.0608  -0.2635
Si  -0.2059  0.0807  -0.2618
Si  -0.1129  -0.0033  -0.0679
Si  0.0538  0.1026  0.159
Si  -0.2288  -0.0524  0.1483
Si  0.0515  -0.0078  0.204
Si  -0.0031  0.0296  0.3501
Si  0.2646  -0.1462  0.294
Si  -0.0225  -0.0761  -0.0334
Si  -0.0988  0.0889  0.1361
Si  0.0627  -0.0388  0.2893
Si  0.0918  0.3246  0.8608
Si  -0.0087  -0.0054  0.7869
Si  0.0207  -0.1993  0.5148
Si  -0.0631  -0.2555  0.2702
Si  -0.0768  0.1029  0.2653
Si  -0.0154  0.0471  0.0702
Si  0.1293  -0.1293  0.4046
Si  -0.0003  0.556  0.4484
Si  0.0568  -0.6866  -0.0702
Si  0.0296  0.0528  0.1662
Si  0.1722  0.2118  -0.1245
Si  -0.0219  -0.0706  0.0836
Si  -0.2915  -0.0625  -0.0012
Si  0.0686  -0.0681  -0.0742
Si  -0.2349  0.0026  0.0606
Si  0.2753  0.2625  0.1544
Si  0.0958  0.0245  0.3075
Si  0.0557  0.0868  -0.0749
Si  -0.1334  0.127  0.2283
Si  0.0504  0.0746  -0.0555
Si  0.0765  -0.0403  -0.086
Si  -0.2148  0.1262  -0.0597
Si  0.129  -0.2084  -0.1632
Si  -0.0252  -0.0937  0.0286
Si  0.1898  0.0914  0.1223
Si  -0.0849  -0.0677  -0.0352
Si  -0.0597  -0.3074  -0.0229
Si  0.0511  0.0646  -0.046
Si  0.0072  -0.0702  0.1764
Si  0.1336  0.0991  0.041
Si  -0.0173  0.0036  -0.0667
Si  -0.3569  0.1323  -0.1989
Si  0.0456  -0.0527  -0.0192
Si  0.0945  0.1799  -0.166
Si  0.1072  -0.0201  -0.1247
Si  0.2104  0.1214  -0.1189
Si  -0.1669  -0.0054  -0.2261
Si  0.0484  -0.0299  -0.086
Si  0.1022  -0.0032  -0.0405
Si  -0.0377  -0.0412  -0.0344
Si  -0.0409  0.0163  -0.0265
O  0.1517  -0.1821  0.0073
O  0.1327  0.1818  0.5985
O  -0.1224  0.0719  -0.0159
O  -0.1609  0.1894  -0.0598
O  -0.0288  -0.064  0.2926
O  0.1518  0.2291  0.425
O  0.1467  -0.2715  0.519
O  0.0449  -0.4927  0.3446
O  -0.0292  -0.053  -0.0657
O  0.0796  0.0189  -0.0548
O  -0.1298  0.415  -0.2914
O  -0.1713  -0.4263  -0.0301
O  -0.2554  -0.0508  0.0962
O  -0.2766  -0.131  -0.0632
O  -0.2455  0.1989  0.1489
O  -0.0357  0.0524  0.6508
O  -0.1709  -0.0738  0.2282
O  -0.2577  0.2265  -0.0553
O  -0.0131  -0.4836  -0.4655
O  -0.2061  -0.1334  -0.3212
O  -0.0955  -0.0039  0.0239
O  0.2117  0.0866  -0.1603
O  0.1422  0.2629  -0.6144
O  0.0908  -0.0011  0.0154
O  0.1626  0.1975  -0.0055
O  -0.0428  0.0367  -0.2255
O  -0.1872  0.2648  -0.1048
O  -0.0787  -0.0329  -0.3687
O  -0.0135  0.0931  -0.5215
O  -0.0627  0.0867  0.0327
O  0.0068  -0.1338  -0.3367
O  -0.0726  0.2162  0.0414
O  -0.0782  -0.0341  0.1564
O  -0.0426  0.3066  -0.0961
O  -0.1498  0.1868  0.0443
O  0.1697  0.1573  0.3409
O  0.196  -0.1325  0.0265
O  -0.1454  -0.1196  -0.0058
O  0.4101  0.2577  -0.1511
O  0.1266  0.3669  -0.1843
O  -0.1989  -0.0342  -0.0365
O  0.3772  0.0411  -0.2151
O  -0.1573  -0.3548  -0.1317
O  -0.0837  0.0876  0.0143
O  0.1904  0.0036  -0.1523
O  -0.3238  0.1621  0.0827
O  0.3678  -0.0803  0.0826
O  0.1193  -0.3544  -0.0053
O  0.0181  0.1162  -0.3489
O  0.31  0.2041  -0.0374
O  -0.074  0.0287  0.3891
O  -0.2336  -0.0124  -0.0428
O  -0.0488  0.1079  0.1871
O  0.123  -0.0291  -0.0182
O  -0.0343  -0.0176  0.0304
O  -0.3809  -0.0855  -0.1296
O  0.1851  -0.0004  -0.0618
O  0.1055  0.0733  0.3363
O  0.0801  -0.3236  0.0093
O  -0.2317  -0.105  0.0514
O  -0.0564  -0.3795  -0.2984
O  -0.1397  -0.1537  -0.3145
O  -0.164  0.014  0.1545
O  0.1102  0.1078  -0.0664
O  0.3762  -0.0463  -0.0132
O  0.4556  0.1049  -0.051
O  -0.2755  -0.2112  -0.0432
O  0.2124  0.2796  0.1571
O  0.1162  -0.0526  0.0288
O  0.0326  0.0768  0.3414
O  0.1876  -0.2254  -0.0182
O  0.187  -0.0585  0.0837
O  0.0423  -0.3442  -0.067
O  -0.4263  -0.1829  -0.0133
O  -0.1487  -0.2355  0.5803
O  0.0712  -0.1775  0.042
O  0.1607  0.0905  0.4522
O  -0.215  0.1736  0.0467
O  -0.1584  -0.0711  -0.1434
O  0.0972  0.0342  -0.0502
O  -0.0423  -0.0043  -0.3861
O  0.0619  0.0082  -0.0175
